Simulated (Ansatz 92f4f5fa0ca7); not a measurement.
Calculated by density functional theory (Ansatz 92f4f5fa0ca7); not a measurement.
Periodic cell of 227 atoms, Si134O92H1, from a study of silicon, its oxide and their interface. The atomic structure is a simulated model.

Settings: functional PBE; potential files Ansatz PAW; basis plane waves; wave-function cutoff 700 eV; density cutoff ratio 5; exchange-correlation grid ratio 1; k mesh 2 x 2 x 1, shifted by 0.5 0.5 0.5 of a step; self-consistency stop 5e-08 eV per atom in the density residual; occupations fixed; spin none; net charge +1 e, with a uniform compensating background and no finite-size correction.

Cell vectors (angstrom)
a 10.938 0 0
b 0 10.938 0
c 0 0 33.0856

Atoms: element, x, y, z (angstrom)
Si -0.1417 0.1601 25.5463
Si 5.8518 -0.3336 25.6193
Si 2.5931 2.9458 25.7146
Si 8.5755 2.4329 25.7303
Si 0.2867 5.0897 25.7907
Si 5.252 5.6551 25.5602
Si 2.9794 7.9326 25.4077
Si 8.1235 8.3426 25.4903
Si 1.4334 1.2898 26.9296
Si 6.9096 1.3003 26.948
Si 4.1487 4.1305 26.9937
Si 9.6642 3.9817 27.1016
Si 1.4285 6.8262 26.8696
Si 6.905 6.7899 26.839
Si 4.1533 9.4872 26.8315
Si 9.6341 9.525 26.8912
Si 2.8084 -0.0761 28.2618
Si 8.2579 -0.0495 28.3213
Si 0.0913 2.6318 28.3832
Si 5.5134 2.7017 28.2855
Si 2.7485 5.4824 28.3286
Si 8.2251 5.4387 28.2819
Si 0.0457 8.1676 28.2676
Si 5.5138 8.1491 28.2657
Si 4.1018 1.3673 29.6674
Si 9.5708 1.3673 29.6674
Si 1.3673 4.1018 29.6674
Si 6.8362 4.1018 29.6674
Si 4.1018 6.8362 29.6674
Si 9.5708 6.8362 29.6674
Si 1.3673 9.5708 29.6674
Si 6.8362 9.5708 29.6674
Si 0 0 31.0346
Si 5.469 0 31.0346
Si 2.7345 2.7345 31.0346
Si 8.2035 2.7345 31.0346
Si 0 5.469 31.0346
Si 5.469 5.469 31.0346
Si 2.7345 8.2035 31.0346
Si 8.2035 8.2035 31.0346
Si 1.3673 1.3673 32.4019
Si 6.8362 1.3673 32.4019
Si 4.1018 4.1018 32.4019
Si 9.5708 4.1018 32.4019
Si 1.3673 6.8362 32.4019
Si 6.8362 6.8362 32.4019
Si 4.1018 9.5708 32.4019
Si 9.5708 9.5708 32.4019
Si 2.7345 0 0.6835
Si 8.2035 0 0.6835
Si 0 2.7345 0.6835
Si 5.469 2.7345 0.6835
Si 2.7345 5.469 0.6835
Si 8.2035 5.469 0.6835
Si 0 8.2035 0.6835
Si 5.469 8.2035 0.6835
Si 4.1018 1.3673 2.0507
Si 9.5708 1.3673 2.0507
Si 1.3673 4.1018 2.0507
Si 6.8362 4.1018 2.0507
Si 4.1018 6.8362 2.0507
Si 9.5708 6.8362 2.0507
Si 1.3673 9.5708 2.0507
Si 6.8362 9.5708 2.0507
Si 0 0 3.418
Si 5.469 0 3.418
Si 2.7345 2.7345 3.418
Si 8.2035 2.7345 3.418
Si 0 5.469 3.418
Si 5.469 5.469 3.418
Si 2.7345 8.2035 3.418
Si 8.2035 8.2035 3.418
Si 1.4374 1.2946 4.8578
Si 6.776 1.4093 4.8057
Si 4.0756 4.0901 4.7764
Si 9.5111 4.1801 4.7406
Si 1.2968 6.9015 4.7962
Si 6.7822 6.9122 4.7028
Si 4.0268 9.6366 4.8882
Si 9.5329 9.6056 4.7517
Si 2.7396 0.0066 6.5338
Si 8.127 -0.0005 6.1184
Si -0.2257 2.6392 6.0228
Si 5.4068 2.7752 6.2283
Si 2.7239 5.5652 6.1218
Si 8.178 5.6166 6.043
Si -0.0573 8.2826 6.1768
Si 5.4041 8.2024 6.1385
Si 3.8768 1.8234 7.7985
Si 9.6204 1.1584 7.4534
Si 1.529 3.811 7.0909
Si 6.6437 4.4515 7.2664
Si 4.3469 6.5887 7.521
Si 9.2829 7.133 7.4582
Si 0.89 9.8355 7.6728
Si 7.0149 9.3425 7.3927
O 5.4803 5.453 7.9261
O -0.0623 0.2255 7.9303
O 2.5747 2.9179 7.9945
O 8.1594 8.2647 7.8708
O 2.2807 8.5375 24.0119
O 8.124 5.4751 23.0223
O 6.9614 9.4691 25.0875
O 1.4324 4.0277 25.2254
O 6.3806 10.0012 8.7482
O -0.6162 4.0456 8.9316
O 0.735 9.1484 9.1717
O 7.6142 3.9318 8.4771
O 9.7943 6.6289 8.9437
O 4.5077 1.8005 9.3389
O 3.6749 7.1896 8.9066
O 9.0272 1.7953 8.8828
O 5.2743 0.4201 24.2798
O 8.0028 3.2193 24.4221
O 11.7227 6.6403 19.8733
O 5.8883 4.824 24.286
O 8.893 7.7503 24.1219
O 3.3875 2.3431 24.4129
O 4.1338 6.785 25.0222
O 11.3905 -0.4898 24.146
Si 11.7448 8.9636 10.7987
Si 7.0518 15.2415 11.5889
Si 8.2532 11.3421 15.1637
Si 2.0876 13.0901 19.4086
Si 4.6995 13.4907 10.8117
Si 1.7411 -2.4071 17.6767
Si 4.9983 1.4339 18.8659
Si 0.8479 -0.6579 20.1867
Si -0.8013 7.6536 13.0411
Si -3.1769 -1.9536 16.6659
Si 9.1741 2.4666 16.7518
Si 8.8712 3.3653 9.3322
Si 6.5422 9.8565 10.3799
Si 10.7791 5.4724 9.6004
Si 1.7162 8.953 14.5763
Si 4.027 12.0727 23.5235
Si 5.3542 3.0077 21.4671
Si -3.8081 7.4618 12.1353
Si -1.9077 -1.8871 19.2686
Si 11.4086 5.6549 21.1332
Si 6.3554 2.2839 16.0769
Si 16.515 4.3584 14.1955
Si -0.0041 4.8249 12.7112
Si 10.3429 2.2027 14.0333
Si 1.703 9.8831 23.237
Si 3.0859 4.5531 12.2136
Si 5.9551 6.8599 16.1017
Si -4.8354 9.4833 19.0749
Si 10.6324 6.741 18.6603
Si 4.3177 6.9799 18.6911
Si -0.2609 3.8505 18.8567
Si 4.5231 0.0582 12.2058
Si 12.4526 11.2517 12.7254
Si 2.6347 6.7614 10.1017
Si 7.181 4.2331 23.4699
Si 9.4256 6.3473 23.4409
Si 4.6534 -2.4167 13.9287
Si 3.2144 4.7761 20.8477
O 9.0185 -1.6482 17.6508
O -4.5106 9.5373 17.4641
O 11.6597 1.6507 13.2056
O 10.4325 6.1244 13.5159
O 3.778 5.8074 19.6998
O 12.3312 5.9529 9.3334
O 7.5614 10.986 10.9708
O -3.4514 -3.5392 16.3749
O 5.7853 3.7713 10.6839
O 15.1393 4.6639 13.3807
O -1.273 1.3092 25.1675
O 5.1069 8.1072 15.4387
O 8.8962 11.7952 16.6166
O 3.0176 8.1682 13.8782
O 5.0278 10.0531 10.9691
O 1.9697 5.381 21.7469
O 13.142 8.1079 10.9228
O 1.254 -1.2791 21.6699
O 1.096 3.0264 18.4377
O 5.5362 2.5916 19.8991
O 3.0211 7.6023 17.9641
O 1.9085 -1.8188 16.1774
O 0.7119 10.4042 11.5662
O 2.883 0.0442 23.2265
O 3.2742 3.2073 11.2929
O 0.3688 7.6643 17.5265
O -0.566 13.6585 15.6192
O -2.4487 7.8219 13.0186
O 7.2089 5.9268 11.5548
O 5.1616 8.1815 19.451
O 5.2633 6.3545 17.4981
O 5.6941 7.7178 12.9209
O 10.6255 5.2049 11.1734
O -0.5291 6.4519 22.1436
O -1.7215 0.993 13.9627
O -0.5256 5.2494 18.0432
O 8.0704 9.7268 15.2337
O 6.7683 3.8994 13.1526
O 4.5167 4.3951 21.7379
O 8.3806 3.5888 10.8904
O 7.5408 9.3636 19.886
O 10.5745 8.0415 11.4824
O 7.7301 14.1063 16.3589
O 1.7826 10.4971 14.1158
O 0.2226 8.4581 14.0657
O 10.0372 3.5586 13.1824
O 14.278 5.7933 11.1845
O -3.8545 8.3729 10.7803
O -0.2255 4.2772 20.4655
O 6.7639 12.0018 15.0597
O 13.9018 11.4323 12.0159
O 16.2049 3.1899 15.2829
O 6.7809 3.3389 22.1706
O 5.2554 12.4461 11.9558
O 5.3566 10.8833 19.4545
O 3.3736 1.5123 18.6411
O 9.5005 2.8594 18.3011
O 1.2322 11.889 20.1571
O 1.6263 9.6139 18.9015
O 10.3578 5.5888 24.5092
O 6.0604 5.6688 15.0137
O 4.6075 1.7339 22.1461
O 2.6715 14.2332 20.4064
O -0.7642 20.9069 19.9949
O 4.7918 -0.8014 13.5764
O 5.7163 1.702 17.4411
O 1.601 4.5684 12.8765
O 9.3208 7.4328 19.3555
H 8.2099 11.4298 10.4114

Results
free energy: -137544.520 eV
free energy less fixed offsets of H -17.10, O -569.03, Si -635.61 eV per atom: -4.920 eV

Forces (eV/angstrom), in the order of the atoms: element, x, y, z
Si -0.0466 0.0186 0.0806
Si 0.1614 -0.1035 -0.2091
Si -0.0691 0.0464 0.0551
Si 0.083 -0.063 -0.2441
Si 0.0548 -0.1081 -0.1557
Si -0.1453 0.0814 -0.0497
Si 0.0816 -0.1047 -0.0362
Si -0.0094 0.1655 -0.0001
Si -0.095 0.1176 -0.0352
Si 0.0596 -0.0667 0.06
Si -0.1219 0.0821 -0.0212
Si -0.0464 0.0192 0.058
Si 0.1296 -0.0129 0.0811
Si -0.11 0.0903 -0.0401
Si 0.028 -0.1136 0.0183
Si -0.1166 0.0962 -0.0405
Si -0.0353 0.0273 0.0193
Si 0.0703 -0.0837 -0.0673
Si 0.0748 -0.1147 -0.0322
Si -0.0063 -0.0164 0.0017
Si 0.0146 -0.0322 -0.0676
Si 0.0232 -0.0364 0.0633
Si -0.0147 0.0189 -0.0111
Si 0.0284 0.0159 -0.0241
Si 0.1247 -0.1514 -0.265
Si 0.097 -0.3683 0.4427
Si 0.2407 0.0183 0.2819
Si 0.0784 -0.0444 -0.0812
Si 0.2161 0.0776 0.1105
Si 0.0765 -0.0384 -0.262
Si 0.1697 -0.131 -0.2483
Si 0.0007 -0.198 -0.0845
Si -0.1163 0.0644 0.02
Si 0.0086 -0.0028 -0.0176
Si -0.0242 0.132 0.0021
Si 0.0127 0.0311 -0.0283
Si -0.0476 -0.0514 -0.0173
Si -0.0674 0.0152 -0.0169
Si 0.0531 0.0505 -0.0095
Si -0.0576 0.041 -0.0153
Si 0.045 -0.0693 -0.0015
Si 0.0322 0.0276 -0.0106
Si 0.088 -0.0745 0.0111
Si -0.002 -0.0065 0.0044
Si -0.0033 -0.0201 -0.0091
Si 0.0582 -0.0594 -0.0014
Si -0.0305 -0.0073 0.003
Si 0.0846 -0.0693 0.0115
Si -0.0001 0.024 0.0068
Si -0.0727 0.0159 -0.0083
Si -0.0501 0.0547 -0.0101
Si -0.0025 0.0451 0.0031
Si -0.0274 0.0152 -0.003
Si -0.02 0.0187 0.0098
Si -0.0496 0.01 0.0005
Si -0.0185 0.0547 -0.0142
Si 0.0123 -0.038 -0.0043
Si 0.0876 0.0654 0.0623
Si -0.043 -0.0337 0.0624
Si -0.0243 -0.1019 -0.0392
Si 0.0593 -0.0555 0.0382
Si 0.01 -0.0002 -0.015
Si 0.0279 -0.0256 -0.0276
Si 0.0995 -0.0673 -0.0022
Si 0.2395 -0.0371 0.0623
Si -0.3527 0.021 0.4184
Si -0.1237 -0.2916 0.1136
Si -0.3475 0.1119 0.0201
Si 0.0643 0.1867 -0.1008
Si -0.1362 -0.076 -0.2022
Si -0.1557 0.3825 0.392
Si -0.0386 0.3336 -0.5323
Si -0.1998 0.1589 0.1122
Si -0.0128 0.0487 0.0367
Si 0.0004 0.1703 0.0169
Si -0.0494 -0.1081 -0.015
Si 0.219 0.0573 -0.009
Si -0.0825 -0.0095 0.1428
Si -0.0093 0.0254 -0.028
Si 0.0703 0.0105 0.0566
Si 0.0629 0.0682 -0.0837
Si -0.1194 -0.0258 -0.2097
Si 0.7763 0.468 0.0713
Si 0.0645 -0.1535 -0.2288
Si -0.0527 -0.1064 -0.059
Si 0.1082 0.0087 -0.3307
Si 0.0054 -0.0856 -0.1302
Si 0.0604 -0.1062 0.0745
Si -0.303 0.3486 0.4707
Si 0.2309 0.0964 0.4472
Si 0.4204 -0.6287 -0.241
Si -0.1706 0.0861 0.5572
Si 0.0219 0.0004 0.1148
Si -0.1454 0.3017 0.1668
Si -0.2027 0.1218 0.4264
Si -0.1554 -0.1087 0.139
O 0.0525 0.0482 -0.0737
O -0.0745 -0.0872 -0.2165
O -0.0953 -0.0724 -0.4145
O 0.1026 -0.0925 -0.0374
O 0.1087 -0.1107 0.0672
O 0.0075 0.0047 -0.051
O -0.0652 0.1151 -0.0907
O 0.0108 -0.0316 -0.1056
O 0.0501 -0.0565 0.0867
O 0.1038 0.0655 -0.0678
O 0.0432 0.0057 -0.1528
O 0.1908 0.0184 -0.0246
O 0.5571 -0.9666 0.2499
O -0.1259 -0.0236 -0.2054
O 0.0327 -0.1721 -0.1381
O 0.1139 -0.1386 0.0221
O 0.0626 -0.099 0.1397
O 0.0995 -0.1227 0.1696
O 0.0431 -0.0216 0.0515
O -0.0516 0.1078 0.0171
O -0.163 0.1151 0.0693
O -0.0377 -0.0162 -0.0783
O 0.0147 -0.0304 -0.095
O -0.0462 0.0452 -0.023
Si -0.0426 0.2004 -0.0262
Si -0.084 -0.0573 -0.0689
Si -0.0622 -0.0173 -0.0368
Si -0.0234 0.0298 0.0332
Si 0.0209 -0.0052 -0.0963
Si 0.0045 -0.0138 -0.0024
Si -0.0224 -0.02 0.0229
Si -0.0555 0.0452 -0.019
Si 0.035 0.1588 -0.1463
Si -0.0061 0.0285 0.0356
Si -0.0259 0.0043 0.0536
Si -1.4752 -0.4034 0.431
Si 0.0147 0.0946 -0.1902
Si 0.0403 1.4554 0.5383
Si 0.1049 0.021 -0.0158
Si -0.009 0.0716 0.133
Si -0.0114 0.064 0.08
Si -0.1051 0.0081 -0.1491
Si -0.1045 0.0481 0.1019
Si 0.0429 -0.0926 0.0624
Si 0.0276 -0.033 -0.0296
Si -0.0012 -0.0095 -0.0319
Si 0.0914 -0.225 0.1516
Si 0.0036 -0.116 -0.0058
Si -0.0847 0.0516 0.0594
Si 0.0947 -0.0864 -0.1575
Si 0.0078 0.0176 0.0045
Si 0.0329 -0.0184 0.1059
Si -0.0219 0.0033 0.0074
Si 0.0379 0.0268 0.0675
Si -0.0217 -0.0462 0.0275
Si -0.0463 -0.0098 -0.1476
Si 0.0203 0.0104 -0.1058
Si 0.3218 0.0546 0.0825
Si -0.0235 -0.0547 0.0283
Si -0.0121 -0.0425 0.0101
Si -0.0302 0.0039 -0.0716
Si -0.0064 0.0059 0.0852
O -0.029 0.0415 -0.0912
O 0.0175 -0.012 0.0085
O -0.0167 0.0336 0.081
O -0.0319 0.0574 0.113
O -0.0026 -0.0329 -0.0398
O -0.2395 -0.2405 -0.1079
O -0.2323 -0.2332 0.1464
O -0.0407 -0.007 0.0051
O -0.0566 -0.0463 0.1099
O -0.0364 -0.0129 0.0959
O -0.0638 0.0752 -0.1098
O -0.0055 0.0092 -0.0332
O -0.0111 0.0085 -0.0482
O -0.0118 0.0258 0.0821
O 0.1553 -0.0595 0.0359
O -0.0504 0.0128 -0.0596
O -0.0808 -0.1349 0.0074
O 0.0478 -0.0037 0.0733
O 0.0311 -0.0215 0.0079
O -0.0058 0.0207 0.0275
O -0.0227 0.0027 -0.0246
O -0.0023 -0.0022 -0.0285
O -0.041 -0.1857 0.0116
O 0.0626 0.0368 -0.1058
O 0.041 0.0101 0.0901
O -0.0279 -0.0164 0.0096
O -0.0008 -0.0034 -0.0746
O -0.0202 -0.0344 0.0816
O 0.0289 -0.0348 0.1139
O -0.0034 0.0091 -0.0903
O 0.0111 0.0162 -0.0386
O 0.1013 -0.0264 0.0531
O -0.0936 0.11 -0.6619
O -0.005 0.0415 -0.1425
O 0.0466 0.0309 0.0705
O -0.0079 0.04 -0.0309
O 0.0035 0.0164 0.0393
O 0.0348 0.0454 -0.0504
O 0.028 -0.0275 -0.0862
O 0.2354 -0.0936 -0.3048
O -0.0169 0.0061 -0.1309
O 0.0682 0.0055 0.1047
O -0.0138 -0.0133 0.0182
O -0.0389 0.0243 -0.0065
O -0.1289 -0.0664 -0.0191
O 0.0147 0.1311 -0.0145
O -0.1827 0.2109 -0.0963
O 0.0034 0.1162 0.0686
O 0.0513 0.0841 0.0152
O 0.0292 0.0027 0.0662
O 0.0329 -0.0106 0.1113
O 0.0125 0.0563 -0.0011
O 0.0454 0.0692 0.0151
O -0.0138 0.1563 0.0144
O 0.0057 -0.0012 -0.0765
O 0.0291 0.0059 -0.0078
O -0.0008 -0.0089 -0.0893
O -0.0125 -0.0614 -0.0534
O -0.0297 0.021 0.0438
O 0.0622 -0.1102 0.2398
O -0.0177 -0.0583 -0.0012
O -0.0635 -0.0878 0.0329
O 0.0142 0.0381 -0.0378
O 0.1369 0.0448 -0.0205
O -0.0073 0.0241 0.0324
O 0.0028 0.0126 -0.0031
O -0.0433 0.0286 0.0108
O -0.0007 -0.1123 -0.0019
H 0.0908 0.1013 -0.2134

The program warned: the cutoff lies below the one the program advises for these potential files; the exchange-correlation potential is rough where the density is thin.
